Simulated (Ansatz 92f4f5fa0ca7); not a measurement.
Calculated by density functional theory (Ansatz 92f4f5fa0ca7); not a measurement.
Periodic cell of 258 atoms, Si144O114, from a study of silicon, its oxide and their interface. The atomic structure is a simulated model.
This geometry differs little from another in the collection (a relaxation step or a small displacement).

Settings: functional r2SCAN; potential files Ansatz PAW; basis plane waves; wave-function cutoff 800 eV; density cutoff ratio 5; exchange-correlation grid ratio 1; k mesh 1 x 1 x 1, shifted by 0.5 0.5 0 of a step; self-consistency stop 1e-10 eV per atom in the density residual; occupations fixed; spin none; net charge 0.

Cell vectors (angstrom)
a 10.88 0 0
b 0 10.88 0
c -3.1534 -4.6593 36.31

Atoms: element, x, y, z (angstrom)
Si 7.3086 0.8209 1.4936
Si 10.0343 3.6396 1.5782
Si 6.3193 7.3175 1.5904
Si 9.0093 -0.8827 1.514
Si 3.5884 -0.6016 -1.0249
Si 3.879 4.3653 1.5149
Si 12.5454 6.5257 1.4714
Si 4.608 -1.9125 1.5533
Si 8.2422 2.6299 2.7297
Si 10.9657 5.3979 2.7963
Si 8.116 -2.6477 2.7832
Si 10.8372 0.1055 2.6492
Si 2.6594 2.7619 2.7048
Si 5.4222 5.5286 2.8277
Si 13.6755 8.115 2.774
Si 5.5124 -0.0702 2.7271
Si 6.8394 4.0644 4.0093
Si 9.5204 6.7931 4.0295
Si 6.8004 -1.3547 4.2324
Si 9.534 1.3303 4.1894
Si 12.2835 4.0791 4.2073
Si 14.9454 6.7991 4.2473
Si 12.2465 9.5629 3.9707
Si 4.0718 1.3425 3.981
Si 5.4444 2.7127 5.3665
Si 8.1715 5.422 5.4067
Si 5.4372 8.1608 5.5512
Si 8.1731 0.0008 5.5342
Si 10.9038 2.7022 5.5087
Si 13.6103 5.4319 5.5594
Si 10.8907 8.1798 5.3658
Si 13.6142 -0.0012 5.3898
Si 6.7899 1.385 6.8038
Si 9.5097 4.0711 6.801
Si 6.8235 6.7671 6.8165
Si 9.5561 9.5025 6.8004
Si 12.2943 1.3414 6.8169
Si 4.1263 4.0537 6.8085
Si 12.2124 6.8263 6.8037
Si 14.9471 -1.3282 6.8331
Si 8.1561 2.7205 8.1766
Si 10.8654 5.4249 8.1415
Si 8.1791 8.1539 8.1376
Si 10.9088 -0.0081 8.1539
Si 2.7762 2.7129 8.1759
Si 5.4548 5.4177 8.1768
Si 13.5676 -2.6945 8.1645
Si 5.4632 0.0191 8.1789
Si 6.8089 4.0709 9.5414
Si 9.5226 6.8004 9.4662
Si 6.8379 9.5162 9.5192
Si 9.5402 1.3376 9.5151
Si 12.2253 4.0442 9.4977
Si 4.0489 6.7964 9.4869
Si 12.2334 -1.3397 9.5489
Si 4.1511 1.3891 9.5495
Si 5.5309 2.7007 10.9634
Si 8.169 5.4723 10.8133
Si 5.4124 8.1688 10.8271
Si 8.2622 -0.0624 10.9108
Si 10.9044 2.6571 10.9095
Si 13.5413 5.4438 10.8328
Si 10.8486 8.1333 10.8411
Si 13.6278 0.0543 10.841
Si 6.9731 1.3007 12.2994
Si 9.5611 4.1551 12.1296
Si 6.7724 6.8022 12.1471
Si 9.5831 -1.4523 12.3337
Si 12.2629 1.2624 12.3295
Si 4.0022 4.0712 12.1504
Si 12.2152 6.8532 12.2187
Si 4.0606 9.5624 12.1757
Si 8.3276 2.8266 13.5727
Si 10.8133 5.5221 13.5702
Si 8.0338 8.1456 13.6119
Si 11.4205 -0.6091 13.6255
Si 2.6794 2.7717 13.6102
Si 5.2799 5.5305 13.4175
Si 13.3346 8.462 13.5226
Si 5.4468 0.0029 13.5557
Si 6.4618 3.8662 14.5954
Si 8.1182 -0.4406 17.3582
Si 6.4164 -1.6157 14.9515
Si 10.201 2.6298 15.1973
Si 4.3115 1.5961 14.8349
Si 4.1004 7.1321 14.8068
Si 10.7229 0.4107 15.6735
Si 1.2229 4.0903 14.9229
Si 7.051 5.6957 23.4406
Si 9.0919 6.5494 14.9329
Si 5.666 0.0672 22.2795
Si 13.2578 2.5501 24.2522
Si 9.496 3.8664 17.0347
Si 13.1667 -0.5297 19.9699
Si 9.3028 4.7096 -5.6133
Si 6.3148 6.6788 26.0681
Si 3.4058 2.0132 21.4322
Si 13.3925 2.5841 -7.749
Si 5.9671 3.8891 -0.6896
Si 3.7469 -2.6509 -8.0826
Si 12.0529 1.0838 -0.7883
Si 8.8618 4.4046 -0.2679
Si 13.5554 5.281 25.6765
Si 7.7906 2.4048 18.755
Si 10.4607 2.382 25.4378
Si 12.0985 4.774 -9.5435
Si 0.8439 1.9497 1.3895
Si 10.8274 6.6346 -7.2899
Si 3.3162 3.4585 18.6289
Si 4.2496 -2.5184 21.1161
Si 6.9744 6.6078 -0.5214
Si 6.4818 6.4998 20.4435
Si 5.9851 1.1832 -1.398
Si 3.2256 -0.0452 -9.0959
Si 7.6729 4.9718 16.1414
Si 7.095 1.0595 -8.847
Si 2.8654 7.3811 23.5557
Si 3.6095 4.1427 -5.2585
Si 11.2348 -2.0251 23.975
Si 8.9788 7.0709 25.1518
Si 8.2201 1.1637 21.4629
Si 6.2539 4.2052 18.4805
Si 7.9017 2.8581 24.072
Si 13.2584 6.9686 -5.6057
Si 11.7263 7.4324 -1.3945
Si 6.3412 7.5636 -3.1939
Si 2.2493 5.5258 16.715
Si 6.4337 0.5667 25.285
Si 10.4283 -0.8579 21.2363
Si 10.445 4.9067 -2.7447
Si 9.9236 -0.9425 -1.4542
Si 10.6439 6.7033 17.4409
Si 8.4412 0.2269 -6.2892
Si 10.9665 2.039 -5.8956
Si 12.5555 2.7338 -3.391
Si 13.5793 -1.5733 25.7444
Si 3.5925 0.5039 26.0869
Si 8.9456 -2.6984 19.4757
Si 7.5229 -0.598 -3.4885
Si 13.4316 0.8508 17.2646
Si 9.0826 -1.9978 -8.2149
Si 3.3003 8.1404 -3.0142
Si 6.5012 7.1645 -7.9877
Si 6.5167 5.4183 -5.3253
O 8.3702 -1.509 18.5428
O 6.7977 -0.4376 -9.4313
O 7.584 0.9614 18.0007
O 3.5769 6.1884 16.039
O 10.2184 3.46 -6.0264
O 6.5239 0.2892 -2.6017
O 5.4495 2.7171 15.2419
O 5.1961 0.5011 26.3138
O 11.7959 7.2295 0.2054
O 4.713 3.6389 0.3012
O 12.8586 3.4885 -8.967
O 12.0391 0.3967 16.622
O 5.8957 2.75 -1.8334
O 6.0975 5.0375 19.8705
O 6.7885 -1.963 -3.952
O 6.0788 5.9553 -8.9826
O 13.0129 -0.195 -0.4591
O 5.3563 -2.5743 -8.04
O 2.751 2.7924 22.6959
O 3.1529 -1.1572 -7.9223
O 9.8991 0.8999 -6.2331
O 4.2351 -1.7097 -0.0454
O 4.8931 -1.272 21.8941
O 11.6904 5.7209 -8.2961
O 3.3938 1.3898 -8.3827
O 3.0353 5.9649 24.2725
O 12.1607 7.6785 23.3424
O 7.7231 4.3698 -5.5999
O 9.4759 4.0591 -1.7429
O 3.0319 -1.9191 20.2703
O 3.4647 -2.323 24.506
O 2.7709 5.4309 0.9048
O 13.2312 7.3485 -1.9763
O 5.974 6.1756 24.5593
O 12.1178 5.7964 26.1664
O 8.4778 6.0003 -0.2796
O 12.1381 1.9288 -6.984
O 9.5152 -0.8786 -9.3093
O 10.9328 -0.9853 22.7718
O 9.9292 0.8906 25.7471
O 7.6347 -0.3061 25.9183
O 4.4912 0.7221 -1.023
O 3.0941 3.1129 -4.1006
O 9.6718 6.1352 26.2573
O 4.8776 1.432 21.841
O 6.9862 -1.0041 16.3511
O 3.2789 7.2561 -6.9037
O 9.4464 -2.0955 20.8897
O 3.3784 3.0903 20.21
O 7.4207 3.6756 0.0123
O 7.0823 0.0193 21.5035
O 3.2613 7.6713 -9.5011
O 12.0454 -1.363 25.2204
O 10.2265 7.4697 18.7822
O 10.8113 6.2955 -2.0475
O 11.8081 4.1037 -3.0056
O 9.2806 2.9259 18.3504
O 8.4358 1.5218 -9.6194
O 10.4479 5.0917 17.5727
O 7.7844 2.2488 20.3636
O 8.3332 1.8336 22.9125
O 7.6608 7.5597 25.9447
O 7.3913 0.9985 -7.2652
O 6.9381 0.9991 -0.1044
O 7.0144 7.6954 -1.7194
O 11.5911 -0.8281 20.1143
O 5.9409 2.1187 -9.2412
O 13.3216 2.3502 17.8456
O 5.2615 -2.7243 15.3593
O 6.4896 6.5267 -6.5048
O 10.6132 0.5222 -1.3046
O 9.2085 -1.3417 -0.0595
O 9.7658 7.3348 16.2346
O 3.6622 7.3012 22.1746
O 6.6624 6.3291 22.0308
O 2.7271 5.4863 -5.0807
O 7.8678 7.8468 -8.5186
O 10.4066 7.9836 -8.0437
O 3.3831 3.4711 -6.7161
O 5.9851 5.4365 -1.1505
O 3.4698 -1.208 -2.5191
O 12.7528 1.9024 -2.0154
O 3.7508 0.8254 16.1772
O 2.8163 -0.1438 18.4962
O 7.8304 7.0547 19.7553
O 8.876 -0.9028 -2.6699
O 4.8407 3.5069 18.1002
O 9.7135 5.2088 -4.1391
O 5.945 0.0039 23.8624
O 9.6386 0.5341 21.0695
O 13.4528 0.6913 20.9991
O 13.5227 8.0939 -4.4841
O 12.208 6.8319 17.0643
O 6.8451 6.246 -3.9716
O 11.0713 -2.028 -1.7761
O 9.5275 5.8593 -6.7279
O 8.6596 -1.2758 -6.8287
O 9.8683 -2.5917 24.6046
O 9.2536 3.2902 24.8476
O 11.664 2.3098 24.364
O 2.7719 3.7143 25.3177
O 11.6167 1.887 -4.4161
O 7.114 4.0869 23.4014
O 6.6794 5.3843 17.4135
O 6.9136 2.1078 25.114
O 11.7061 7.0241 -5.9971
O 4.7405 7.438 -3.0809
O 8.5255 6.2082 23.8666
O 9.4853 -0.2533 16.504
O 3.2327 1.2526 24.6875
O 7.8331 0.2466 -4.8131
O 5.1656 4.5518 -5.153
O 5.3054 7.5831 20.1833
O 13.5088 4.8536 18.1607

Results
free energy: -157132.344 eV
free energy less fixed offsets of O -570.45, Si -639.56 eV per atom: -4.404 eV

Forces (eV/angstrom), in the order of the atoms: element, x, y, z
Si 0.0004 0.0003 -0.0011
Si 0.0013 0.0004 -0.0029
Si -0.0007 -0.0001 0.0008
Si 0.0017 -0.0003 -0.002
Si -0.0002 0.0009 0.0058
Si -0.0008 0.0008 0
Si 0.0021 -0.0003 -0.0006
Si 0.0014 0.001 -0.0019
Si 0.0001 -0.0006 0.001
Si 0.0006 -0.0005 0.0009
Si 0.0007 0.0001 0
Si 0.0006 -0.0004 0.0008
Si -0.0006 0.0001 0.0002
Si -0.0008 0.0003 0.0001
Si -0.0003 -0.0007 0.001
Si -0.0007 -0.0001 0.0011
Si -0.0004 -0.0007 -0.001
Si 0 0.001 -0.0025
Si 0.0005 -0.0005 0
Si 0.0003 0.0006 -0.0002
Si -0.0002 -0.0003 -0.0006
Si 0.0003 -0.0002 -0.0004
Si 0.0007 -0.0002 -0.0006
Si 0.0007 -0.0011 -0.0007
Si 0.0006 0.0001 -0.0015
Si 0.001 -0.0003 0.0005
Si 0.0002 -0.0004 -0.0006
Si 0.0007 0 -0.0011
Si -0.0002 -0.0007 0.0006
Si -0.0009 -0.0004 -0.0004
Si 0.0008 -0.0004 -0.0011
Si -0.0003 0 0.0006
Si -0.0006 -0.0002 0.0003
Si 0.0006 0.0001 -0.0001
Si -0.001 -0.0007 0.0003
Si 0.0011 0.0001 0.0006
Si 0.001 0.0009 0.0006
Si 0.0008 -0.0004 0.0008
Si 0 -0.0002 0.0005
Si -0.0012 -0.0011 0.0003
Si -0.0005 -0.0006 0.0004
Si 0.0008 0.0007 0
Si 0.0016 -0.0007 0.0001
Si 0.0007 -0.0013 0
Si 0.0008 -0.0011 -0.0004
Si 0.0011 -0.0005 0.0005
Si -0.0003 0.0001 -0.0001
Si 0.0006 0.0008 -0.0011
Si -0.0005 -0.0002 0.0007
Si 0.0009 0.0005 0.0006
Si -0.0012 -0.0003 0.0006
Si 0.0017 -0.0001 0.0007
Si -0.0004 -0.0027 0.0005
Si 0.0007 0.0007 0.0004
Si 0.0011 -0.0007 -0.0004
Si 0.0004 -0.0003 0.0003
Si -0.0031 -0.0013 -0.0002
Si -0.0003 -0.0001 0.0008
Si -0.0002 0.002 0.0004
Si -0.0016 -0.0003 0.0009
Si 0.0021 0.0003 0.0007
Si -0.0003 0.0034 0.001
Si 0 -0.0003 0.0003
Si -0.0009 0.0001 0.0002
Si -0.0005 -0.0009 0.0008
Si -0.0011 -0.0027 0.0004
Si 0.0009 -0.0006 0.0009
Si 0.0021 0.0002 0
Si -0.0009 -0.0001 -0.0008
Si 0.0008 -0.0032 0.0008
Si 0.0018 -0.0007 0.0007
Si 0.0001 -0.0015 0
Si -0.0018 0.0032 0.003
Si 0.0013 -0.0001 0.0017
Si -0.0001 -0.0032 -0.0004
Si 0.0007 -0.0019 0.0002
Si 0.0014 0.0005 0
Si 0.0015 -0.0014 0.0019
Si -0.0012 -0.0006 0.0034
Si -0.0003 0.0006 0.0007
Si 0.0047 -0.0026 -0.0003
Si 0.0005 0.0018 -0.0087
Si -0.001 -0.0028 -0.0003
Si -0.0004 0.0028 0.0006
Si 0.0038 0.0014 -0.0008
Si 0.0012 0.0003 -0.0019
Si -0.0014 0.0003 -0.0012
Si 0.0005 -0.0005 0
Si -0.0002 -0.0004 -0.0054
Si 0.0011 -0.0004 -0.0006
Si 0 0.0002 -0.0033
Si -0.0013 0.0015 -0.0034
Si 0.0037 -0.0029 -0.0058
Si 0.0003 0.0007 -0.0071
Si 0.0008 0.0024 0.0063
Si 0.0004 -0.0017 0.0004
Si -0.001 0.0006 -0.0069
Si -0.001 0.0001 0.0043
Si 0.0014 -0.0009 0.0025
Si -0.0023 -0.0004 0.0042
Si -0.0001 0.0001 0.0032
Si -0.001 0.0001 0.0033
Si -0.0012 -0.0015 0.0003
Si 0.0003 0.0019 -0.0045
Si -0.0028 0.0001 0.0013
Si 0.0011 0.0009 0.0046
Si 0.0013 0.0002 -0.0018
Si 0.0007 0.0013 0.0047
Si -0.0022 0.0012 -0.0081
Si 0 -0.0007 -0.0057
Si 0.0021 -0.0014 0.0017
Si 0.0005 -0.0024 -0.0059
Si -0.0008 0.0006 0.0064
Si -0.0013 0.0002 0.003
Si -0.0095 0.0009 0.0071
Si 0.0004 -0.0016 0.0049
Si -0.0003 -0.0013 -0.0049
Si -0.0012 0 0.0062
Si -0.0033 0.0013 -0.0029
Si 0 -0.0005 -0.0012
Si -0.0005 0.0024 -0.0057
Si 0.0034 -0.0033 -0.0076
Si 0.0011 -0.0003 -0.0026
Si -0.0001 0.0021 0.0062
Si -0.0009 0.0003 0.0068
Si 0.0016 0.0017 0.0077
Si 0.0031 -0.0007 -0.0063
Si 0.0037 -0.0002 -0.003
Si 0.0001 -0.0006 -0.0068
Si -0.0019 0.0012 0.008
Si -0.0011 0.0006 0.0032
Si -0.0004 -0.0019 -0.0065
Si -0.0002 -0.0001 0.0072
Si 0.0005 0.0016 0.0062
Si 0.0003 -0.0014 0.0079
Si -0.0013 -0.0031 -0.0005
Si -0.0102 0.0037 0.0002
Si 0.0011 -0.0013 -0.0063
Si -0.0001 0.0009 0.0071
Si 0 0 -0.0088
Si 0.0015 0.0004 0.003
Si -0.0013 0.0021 0.0067
Si 0.0004 0.0006 0.0053
Si 0.0002 0.0004 0.0079
O 0.0013 -0.0017 0.004
O -0.0013 0.0009 -0.0006
O 0.0003 -0.0007 0.0011
O 0.0001 0.0003 0.0017
O -0.0003 0.0015 -0.0022
O 0.0013 -0.0026 -0.0025
O -0.0011 0.0001 0.0006
O -0.0076 -0.0011 -0.001
O -0.0001 0.0015 -0.0036
O 0.0012 0.0007 -0.0008
O -0.0015 0.0014 -0.0006
O 0.002 0.0004 0.0035
O 0.0005 -0.0003 -0.0018
O -0.0008 0.0045 0.0037
O 0.0005 0.0001 -0.0014
O -0.0015 -0.0029 -0.0026
O 0.0028 -0.0001 -0.0031
O 0.0007 -0.0008 -0.0011
O 0 -0.0004 0.0041
O 0.0005 0.0006 -0.0013
O -0.0021 -0.0001 -0.0028
O -0.0017 0.0014 -0.0009
O 0.0002 0.0001 0.0003
O -0.0004 -0.0004 -0.0027
O 0.0004 -0.0001 -0.0018
O 0.0003 0.0016 0.0014
O 0.0007 0.0008 0.002
O 0.0003 0.0011 -0.002
O 0.0022 0.0031 -0.002
O 0.0006 -0.0015 0.0021
O -0.002 0.0017 0.0018
O 0.0005 0.0001 -0.0003
O 0.0016 0.0013 -0.0043
O -0.0005 0.0008 0.0004
O 0.0016 -0.0008 -0.001
O -0.0028 0 -0.0035
O 0.0007 0.0009 -0.0019
O -0.0011 0.0013 -0.0015
O 0.0005 -0.0007 0.0038
O 0.0004 0.001 0.0004
O -0.0024 0.0026 -0.0015
O 0.0005 -0.0012 -0.0019
O 0.0007 0.0032 -0.003
O -0.0004 0.0005 -0.0011
O -0.0002 -0.001 0.0021
O 0.0029 0.0014 0.004
O 0.0012 0.0017 -0.0042
O 0.0013 0.0006 0.0029
O -0.0005 -0.003 0.0035
O 0.0002 0.002 -0.0019
O -0.0019 -0.0008 0.0023
O 0.001 0 -0.001
O 0.004 -0.0003 0.0013
O -0.0019 0.0022 0.0016
O 0 0.0006 -0.0016
O 0.0004 -0.0001 -0.0023
O -0.0015 -0.0003 0.0031
O -0.0011 0.0015 -0.0013
O -0.0013 0.0037 -0.0004
O 0.0017 -0.0021 0.0059
O -0.0007 0.0013 0.0028
O -0.0011 0.0002 -0.0012
O -0.0008 0.0016 -0.0027
O -0.0027 -0.0009 -0.003
O -0.0001 -0.001 -0.0042
O -0.0004 -0.0006 0.003
O -0.0002 0.003 -0.0026
O 0.0006 -0.001 0.0031
O -0.0003 0.0011 0.0005
O -0.0009 0.0015 -0.004
O -0.0001 -0.0012 -0.0036
O 0.0007 0.0007 -0.0016
O 0.0009 -0.004 0.0056
O -0.0011 -0.0003 0.0029
O 0.0012 -0.0007 0.0051
O 0.0004 0.0014 -0.002
O -0.0011 0.0003 -0.0012
O -0.001 0.0009 -0.0005
O -0.0005 -0.0002 -0.0027
O 0.0001 0.0014 -0.0015
O -0.0004 -0.002 -0.0019
O -0.0012 0.0019 -0.0041
O -0.0033 -0.0005 0.0067
O -0.001 -0.002 0.0057
O -0.0013 0.0001 0.0031
O -0.0012 0.0007 -0.0025
O -0.002 0.0002 0.0005
O -0.0014 -0.0012 -0.0057
O -0.0008 0.0006 0.0032
O 0.0003 -0.0014 0.0023
O 0.0007 0.0012 0.0034
O 0.0003 -0.0016 -0.0032
O -0.0028 0.0016 0.0018
O -0.001 -0.0012 -0.0041
O -0.0005 -0.0007 -0.0012
O 0.0004 -0.0005 -0.0026
O -0.0002 0.0011 -0.003
O -0.0004 -0.0009 -0.0006
O -0.0013 -0.0005 0.0005
O 0.001 -0.0008 0.0009
O -0.0007 0 -0.0006
O -0.0015 0.0009 -0.0043
O -0.0008 0.001 -0.0011
O 0.0057 -0.0035 -0.0029
O -0.0014 -0.0005 -0.0006
O -0.0012 0.0002 -0.0029
O 0.0016 -0.0004 -0.0002
O 0.0002 -0.0005 0.0025
O -0.0023 -0.0009 0.0028
O -0.0009 -0.0022 0.002
O 0.0008 0.0002 -0.0052
O 0.0005 -0.0005 -0.0025
O -0.0008 0.0009 0.0024
O 0.0024 -0.0022 0.0058

The program warned: the cutoff lies below the one the program advises for these potential files; the forces do not sum to zero within the program's tolerance; empty levels may hold ghost states of the PAW files; the exchange-correlation potential is rough where the density is thin.
